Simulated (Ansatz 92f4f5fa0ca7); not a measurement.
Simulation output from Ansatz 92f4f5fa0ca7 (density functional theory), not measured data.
Periodic cell of 215 atoms, Si131O82P2, from a study of silicon, its oxide and their interface. The atomic structure is a simulated model.
Doubt: the cutoff is far below the 930 eV that the study's wrapper takes by default for these files, so forces and energies are approximate.
This geometry differs little from another in the collection (a relaxation step or a small displacement).

Settings
functional: PBE
potential files: Ansatz PAW
basis: plane waves
wave-function cutoff: 580 eV
density cutoff ratio: 5
exchange-correlation grid ratio: 1
k mesh: 1 x 1 x 1, Gamma-centred
self-consistency stop: 5e-08 eV per atom in the density residual
occupations: fixed
spin: none
net charge: 0

Cell vectors (angstrom)
a	10.938	0	0
b	0	10.938	0
c	0	0	31.5432

Atoms: element, x, y, z (angstrom)
Si	10.4321	0.5755	24.3158
Si	6.0381	10.5028	24.1191
Si	2.1289	3.2463	24.0575
Si	8.6996	2.2632	24.2739
Si	0.499	5.0544	24.1378
Si	5.0495	5.8892	24.1572
Si	3.394	7.6504	24.1271
Si	7.8264	8.8271	23.9669
Si	1.34	1.4791	25.4358
Si	6.9131	1.3067	25.464
Si	4.0242	4.1037	25.3047
Si	9.664	4.0988	25.3957
Si	1.4939	6.8181	25.3399
Si	6.8907	6.9442	25.2168
Si	4.2256	9.5319	25.3168
Si	9.5246	9.642	25.4134
Si	2.7791	0.0026	26.63
Si	8.2164	-0.0178	26.9135
Si	0.0133	2.7745	26.8938
Si	5.4501	2.7366	26.6498
Si	2.7561	5.4473	26.8128
Si	8.2233	5.5227	26.6136
Si	0.0396	8.2102	26.635
Si	5.5459	8.1992	26.77
Si	4.117	1.3609	28.0621
Si	9.5839	1.3801	28.2111
Si	1.3875	4.1305	28.2105
Si	6.8399	4.1314	28.0175
Si	4.1462	6.8326	28.1243
Si	9.5996	6.8455	28.0433
Si	1.3975	9.5794	28.0388
Si	6.8387	9.5478	28.2076
Si	0.0325	-0.0212	29.4906
Si	5.4552	0.0094	29.4968
Si	2.7586	2.7128	29.4938
Si	8.1766	2.7674	29.4824
Si	-0.016	5.4946	29.4993
Si	5.4923	5.4553	29.4781
Si	2.7435	8.2049	29.4634
Si	8.2375	8.173	29.495
Si	1.3673	1.3673	30.8594
Si	6.8362	1.3673	30.8594
Si	4.1018	4.1018	30.8594
Si	9.5708	4.1018	30.8594
Si	1.3673	6.8362	30.8594
Si	6.8362	6.8362	30.8594
Si	4.1018	9.5708	30.8594
Si	9.5708	9.5708	30.8594
Si	2.7345	0	0.6835
Si	8.2035	0	0.6835
Si	0	2.7345	0.6835
Si	5.469	2.7345	0.6835
Si	2.7345	5.469	0.6835
Si	8.2035	5.469	0.6835
Si	0	8.2035	0.6835
Si	5.469	8.2035	0.6835
Si	4.1134	1.3502	2.0442
Si	9.5395	1.3799	2.045
Si	1.3363	4.1266	2.0518
Si	6.8617	4.0703	2.0639
Si	4.0852	6.8593	2.0439
Si	9.5949	6.812	2.0504
Si	1.3785	9.5502	2.0638
Si	6.8324	9.5702	2.0618
Si	-0.0618	-0.0325	3.3424
Si	5.4584	-0.0068	3.4653
Si	2.6972	2.7142	3.3396
Si	8.1908	2.6913	3.5205
Si	-0.0162	5.4626	3.5034
Si	5.4803	5.4897	3.3292
Si	2.7424	8.1991	3.5058
Si	8.229	8.1862	3.3747
Si	1.2956	1.3545	4.6325
Si	6.8171	1.3007	4.9071
Si	4.0675	4.1101	4.5974
Si	9.564	4.0752	4.9096
Si	1.343	6.8446	4.9059
Si	6.8498	6.8165	4.6639
Si	4.1058	9.5865	4.8818
Si	9.5549	9.5663	4.7291
Si	2.5462	0.0159	6.0907
Si	8.2006	-0.1398	6.2452
Si	0.0285	2.612	6.1802
Si	5.3935	2.8355	6.0475
Si	2.7958	5.3927	6.1151
Si	8.103	5.4542	6.1525
Si	-0.021	8.3016	6.1993
Si	5.5838	8.1819	6.1146
P	3.4363	1.977	6.9405
Si	9.9872	0.8216	7.4371
P	1.8311	3.6144	7.2084
Si	6.2356	4.5864	7.3274
Si	4.6674	6.3459	7.2015
Si	9.1505	7.2092	7.2653
Si	0.8197	10.1385	7.4734
Si	7.4111	8.8865	7.44
O	4.5817	6.6471	8.8284
O	1.3649	3.9542	8.759
O	9.7622	6.5668	8.6778
O	1.2053	10.0753	9.1047
O	6.1009	4.3049	8.9669
O	3.6684	1.6891	8.5237
O	7.1118	8.9773	9.0902
O	9.6184	1.0997	9.0355
O	8.2484	2.5591	22.7118
O	10.9995	5.5489	22.6137
O	5.6211	0.0813	22.6039
O	5.2822	5.3876	22.59
O	2.1556	2.8115	22.4471
O	3.3295	7.8648	22.4744
O	8.3742	8.7437	22.384
O	-0.158	11.2331	22.7305
Si	2.1304	2.9349	12.7733
Si	8.6366	1.333	10.3092
Si	1.0457	4.4867	15.2325
Si	7.5069	5.5932	12.1232
Si	2.4148	8.1876	21.1722
Si	5.3655	7.8287	12.3786
Si	9.2528	0.4549	15.4552
Si	2.9066	-0.0308	16.6069
Si	10.4359	1.1337	12.538
Si	7.7659	2.8335	21.1962
Si	9.12	8.7929	14.4119
Si	1.4733	4.7373	10.2284
Si	4.4758	9.492	19.0895
Si	11.0754	6.1017	21.0849
Si	6.6047	10.4548	14.7803
Si	5.3877	0.7313	21.1392
Si	2.2964	9.8282	10.2942
Si	0.4276	10.6411	21.3561
Si	5.8395	5.2586	21.0778
Si	3.613	7.0927	10.0267
Si	9.02	5.6909	14.7765
Si	3.641	4.0915	19.0293
Si	10.0301	3.6734	19.2786
Si	4.2412	8.6751	15.2972
Si	0.4411	1.9313	17.0961
Si	6.7869	7.5371	19.2104
Si	5.2552	3.6255	16.6808
Si	7.7762	5.0124	17.4842
Si	6.5916	9.9649	10.2734
Si	4.3346	1.1004	9.8916
Si	-0.0392	9.0861	11.8635
Si	9.0976	8.6342	20.911
Si	4.5347	1.6706	14.5088
Si	2.4474	2.093	21.0125
Si	6.2992	3.3858	10.288
Si	3.4179	5.9104	16.6514
Si	9.8855	6.5032	10.2845
O	0.1239	2.6535	18.5227
O	2.9136	9.643	15.5299
O	10.8604	4.812	20.1084
O	7.5548	2.4521	9.8801
O	10.9271	5.2794	10.6772
O	6.5792	6.7973	12.7284
O	10.3579	7.9955	10.7824
O	7.6611	9.4703	13.9297
O	8.4219	6.1584	10.9024
O	5.3462	10.494	20.0259
O	2.1484	3.6758	11.2904
O	7.9763	8.5419	19.7208
O	6.203	6.7405	20.5149
O	5.4845	2.7274	15.3363
O	1.302	0.9368	20.6711
O	5.941	9.1206	11.5251
O	4.6371	5.0054	16.0621
O	6.5987	3.8881	17.5722
O	10.4427	10.6445	11.7372
O	5.5662	0.5029	13.9258
O	8.0287	5.0947	15.8926
O	9.701	9.812	15.5583
O	-0.4076	5.1631	15.0209
O	1.5717	6.8389	20.7684
O	1.4949	0.6545	17.1236
O	6.6036	1.7619	20.7786
O	1.0016	1.7444	12.7181
O	3.197	5.487	18.241
O	9.4837	2.0098	11.545
O	0.9836	3.0979	16.0886
O	8.5117	5.1503	13.3276
O	10.2988	8.6016	13.2934
O	1.4448	9.4058	21.6423
O	10.0718	9.9418	20.5848
O	3.1263	0.2781	10.6585
O	5.0045	2.4055	10.6354
O	1.6864	4.1214	13.7861
O	7.8267	10.9147	10.7835
O	9.1252	4.4825	18.1981
O	5.6273	9.4984	15.7033
O	5.4845	0.0051	9.5648
O	3.5727	2.2972	13.3096
O	1.9918	5.617	15.9205
O	9.7292	1.0324	13.9989
O	4.3258	6.9673	11.4724
O	4.7389	4.5221	20.1434
O	9.9356	1.3425	16.6104
O	6.5998	4.334	11.5908
O	5.5788	8.4122	18.5361
O	9.0763	2.7415	20.2262
O	3.5892	1.1405	15.7182
O	4.2087	3.0855	17.8424
O	9.9182	7.224	20.8659
O	3.2842	8.6636	9.7362
O	3.9089	7.427	16.302
O	7.6158	0.4947	15.6343
O	8.8945	7.3029	14.9768
O	3.9348	1.4507	21.1165
O	1.5874	9.2131	11.6513
O	2.3278	6.1036	10.0409
O	7.3259	6.4543	18.1077
O	7.1994	4.3591	21.0678
O	4.525	8.2553	13.7282
O	3.3274	8.6689	19.9154
O	2.4931	3.24	19.8301
O	3.7347	10.3712	17.9191

Results
free energy: -131423.576 eV
free energy less fixed offsets of O -568.88, P -755.39, Si -635.61 eV per atom: 0.274 eV

Forces (eV/angstrom), in the order of the atoms: element, x, y, z
Si	-0.0039	0.0011	0.0005
Si	-0.0017	-0.0028	0.0021
Si	-0.0024	0.0031	0.0012
Si	0.0031	0.0004	0.0021
Si	0.0009	-0.0012	0.0029
Si	-0.0038	0.001	0.0001
Si	0.0001	0.0006	0.0019
Si	-0.0017	0.0014	0.0023
Si	-0.0013	0.0022	0.0056
Si	0.0013	-0.0023	0.0037
Si	0.0002	-0.0014	0.0028
Si	0.0003	-0.001	0.0037
Si	0.0012	-0.0023	0.0026
Si	0.0004	0.0008	0.0027
Si	0.0002	-0.0007	0.0014
Si	-0.002	0.0002	0.0054
Si	0.0001	-0.0002	-0.0045
Si	0.0016	0.0022	-0.008
Si	0.0003	0.0003	-0.0055
Si	-0.0008	0.0011	-0.0039
Si	-0.0029	-0.0003	-0.0045
Si	0.0014	-0.0002	-0.0048
Si	0.0003	0.002	-0.0045
Si	0.0015	0.0031	-0.0033
Si	0.0017	-0.0002	0.0022
Si	-0.0002	0.0002	0.0001
Si	0.0013	0.0004	-0.0042
Si	-0.0005	-0.0028	0.0069
Si	-0.0024	0.0025	0.0066
Si	-0.0009	0.0005	0.0039
Si	-0.0023	0.0003	0.0062
Si	-0.0017	0.0004	-0.0019
Si	0.0002	-0.0029	-0.0043
Si	-0.0005	0	0.0005
Si	-0.0011	0.0007	0.0012
Si	-0.0019	0.0028	-0.0031
Si	-0.0012	-0.0006	0.0017
Si	0.0013	-0.0007	-0.003
Si	0.0006	-0.0006	-0.0036
Si	0.0009	-0.0005	-0.0006
Si	0.1242	-0.1083	0.0799
Si	-0.1361	0.1218	-0.1002
Si	0.1842	-0.0511	-0.0153
Si	-0.1393	0.1344	-0.0766
Si	0.0002	0.191	-0.1293
Si	0.114	-0.1756	0.0244
Si	-0.1287	0.0516	-0.0842
Si	0.1682	-0.0923	0.0241
Si	0.0364	-0.2107	0.1051
Si	-0.1811	0.0802	-0.0453
Si	-0.1914	0.1252	-0.0049
Si	0.1586	-0.0902	0.097
Si	-0.1635	0.1169	-0.0057
Si	0.0918	-0.1908	0.1429
Si	0.2085	-0.0994	0.0855
Si	-0.0611	0.1588	-0.034
Si	0.0029	0.0006	-0.0037
Si	0.0008	0.0015	-0.0013
Si	0.0017	-0.0015	0.0007
Si	-0.0011	0.0061	0.0005
Si	0.0017	0.0013	-0.0007
Si	-0.0005	0.0014	0.0014
Si	-0.0067	0.0027	0.0005
Si	0.001	-0.0027	0.0058
Si	0.0062	-0.0073	0.0113
Si	0.001	-0.0007	-0.0034
Si	-0.0197	-0.0149	0.0213
Si	-0.0056	0.0012	-0.0008
Si	-0.0025	0.0008	-0.0041
Si	-0.0124	-0.0215	0.0064
Si	0	0.006	-0.0001
Si	-0.0038	0.0018	0.0043
Si	0.0158	0.01	-0.0107
Si	-0.0008	-0.0003	0.004
Si	0.0094	0.011	0.0082
Si	0.0012	0.0012	0.0053
Si	-0.0056	0.0013	0.009
Si	0.009	0.0066	0.0156
Si	0.0026	-0.0008	0.0013
Si	-0.0011	0.0025	0.0053
Si	-0.0135	0.0112	-0.0048
Si	0.007	-0.009	0.0004
Si	-0.0064	-0.0093	0.0055
Si	-0.0134	0.0032	-0.007
Si	0.0161	-0.0024	-0.006
Si	-0.014	0.0067	0.0023
Si	-0.0053	0.0035	0
Si	0.0091	-0.0002	-0.0019
P	0.0338	0.0079	0.0048
Si	-0.0034	-0.0046	-0.0168
P	-0.0137	-0.003	-0.031
Si	0.0021	0.0013	-0.0151
Si	0.0104	-0.0068	-0.0203
Si	-0.0031	0.0091	-0.013
Si	-0.003	-0.0016	-0.0088
Si	0.0068	-0.0065	-0.0169
O	-0.0003	0.0017	0.0052
O	-0.0012	-0.0059	-0.0002
O	0.0018	-0.0041	0.0097
O	-0.0015	0.0004	0.0042
O	-0.0007	0.0015	0.0045
O	-0.0102	0.0017	-0.0133
O	-0.0053	0.0057	0.0113
O	-0.0019	0.004	0.0087
O	-0.0008	0.0014	-0.003
O	-0.0005	0.0013	-0.0031
O	-0.001	0.0012	-0.0028
O	0.0004	0	-0.0023
O	0.0006	-0.0013	-0.0037
O	-0.0018	0.0013	-0.0043
O	0.0004	-0.0007	-0.0034
O	0.0017	-0.0009	-0.0042
Si	0.0007	-0.0003	0.0038
Si	0.0004	0.0007	-0.0032
Si	0.0002	0.0011	-0.0014
Si	-0.0023	0.0007	-0.0015
Si	-0.0005	-0.0002	0.0056
Si	0.0004	0.0014	0.0008
Si	-0.0005	-0.0003	-0.0005
Si	-0.0001	-0.0004	0.0005
Si	-0.0021	0.0009	0.0001
Si	-0.0026	-0.0007	0.0046
Si	-0.0016	-0.0002	-0.0005
Si	-0.0008	0.0057	0.0075
Si	-0.0012	0	0.0029
Si	0	0.0006	0.0043
Si	-0.0005	-0.0005	-0.001
Si	0.0008	0.002	0.0046
Si	-0.0042	0.0029	0.0014
Si	-0.0009	0	0.0049
Si	-0.0007	-0.0004	0.0045
Si	0.003	0.0052	0.0064
Si	-0.0001	0.0002	-0.0002
Si	-0.0008	0.0001	0.003
Si	-0.0001	0.0007	0.0026
Si	-0.0009	0.0003	0.0001
Si	-0.0007	0.0006	0.0005
Si	0.0001	0.0016	0.0029
Si	-0.001	0	-0.0001
Si	0.0002	0.001	0.0006
Si	0.0005	-0.0037	-0.005
Si	-0.0001	-0.0045	0.0098
Si	-0.001	0.0004	-0.0026
Si	0.0003	0.0007	0.0044
Si	-0.0014	0.0003	0.0009
Si	-0.0008	0.0002	0.0051
Si	0.0034	0.0044	-0.0017
Si	-0.002	-0.0005	-0.0011
Si	-0.0009	0.0007	-0.005
O	-0.0003	0.0001	-0.0023
O	-0.0002	-0.0002	-0.0008
O	-0.0009	-0.0012	-0.0034
O	0.0042	-0.0031	-0.002
O	-0.0015	0.0016	-0.0018
O	0.0007	-0.0013	-0.0019
O	0.0014	-0.0001	0.002
O	0.0006	0.0003	-0.0009
O	-0.0011	-0.0023	0.0013
O	-0.0011	-0.0009	-0.0025
O	0.0027	-0.006	-0.0007
O	-0.0018	-0.0005	-0.0028
O	-0.0003	0.0008	-0.003
O	-0.0004	0.0001	-0.0001
O	-0.0002	0.0004	-0.0018
O	-0.0018	0.0005	-0.0003
O	-0.0013	0.0011	0.0003
O	-0.0005	0.0005	-0.0016
O	-0.0006	-0.0011	-0.0016
O	-0.0003	0.0001	-0.0009
O	0.0004	0.0006	-0.0017
O	-0.002	0.0012	-0.0017
O	0.0009	0	-0.0008
O	-0.0007	-0.0002	-0.0024
O	-0.0008	0.0008	-0.0014
O	-0.0006	0.0005	-0.002
O	-0.0005	0.0002	-0.0012
O	-0.0003	0	-0.0024
O	0.0005	-0.0006	0.0005
O	-0.0003	0.0012	-0.0012
O	-0.0005	0.0004	-0.0009
O	-0.0002	0.0004	-0.0018
O	-0.0004	0.0009	-0.0045
O	-0.0009	-0.0003	-0.002
O	-0.0015	0.0007	0.0034
O	-0.0065	-0.0013	0.0023
O	-0.0015	-0.0005	-0.0002
O	-0.002	-0.0002	-0.0008
O	-0.0018	0.0008	-0.0019
O	-0.0008	0.0004	-0.001
O	0.004	-0.0041	-0.0023
O	-0.0036	0.0024	-0.0042
O	0	-0.0013	-0.0026
O	0.0002	-0.0007	-0.0009
O	-0.0021	0.0004	0.0026
O	-0.0016	0.0003	-0.0034
O	-0.0003	0.0004	-0.0015
O	-0.0002	0.0009	0.0032
O	-0.0003	0.0002	-0.0022
O	0.0006	0.0008	-0.0028
O	-0.0002	0.0016	-0.0018
O	-0.0004	0.0006	-0.0017
O	-0.0009	0.0007	-0.0027
O	0.0032	-0.0024	-0.0026
O	-0.001	-0.0004	-0.0003
O	0.0005	0.0003	-0.0013
O	-0.0012	0.0001	-0.0008
O	0.0004	-0.0001	-0.0024
O	-0.0001	-0.0008	0.0005
O	-0.0082	-0.0031	0.0004
O	-0.0001	-0.0004	-0.0029
O	-0.0002	-0.0008	-0.0032
O	-0.0011	0.0004	-0.0016
O	0.0015	0.0008	-0.0029
O	0.0004	0.0016	-0.0029
O	-0.001	0.0008	-0.0022

The program warned: the cutoff lies below the one the program advises for these potential files; the exchange-correlation potential is rough where the density is thin.
